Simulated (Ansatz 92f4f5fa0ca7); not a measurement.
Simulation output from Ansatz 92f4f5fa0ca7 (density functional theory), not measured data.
Periodic cell of 280 atoms, Si144O88H32N16, with a vacuum gap, from a study of silicon, its oxide and their interface. The atomic structure is a simulated model.

Settings
functional: r2SCAN
potential files: Ansatz PAW
basis: plane waves
wave-function cutoff: 800 eV
density cutoff ratio: 5
exchange-correlation grid ratio: 1
k mesh: 1 x 1 x 1, shifted by 0.5 0.5 0 of a step
self-consistency stop: 1e-11 eV per atom in the density residual
occupations: fixed
spin: none
net charge: 0
applied field: sawtooth along c, amplitude +0.015 V/angstrom in the program's sign convention, ramp centred at 0.9890 of c and 0.0220 of c wide, no dipole correction

Cell vectors (angstrom)
a, 10.8904, 0, 0
b, 0, 10.8904, 0
c, 0, 0, 45.5063

Atoms and the computed forces on them: element, x, y, z (angstrom), force x, y, z (eV/angstrom)
Si, -0.5467, -6.716, 31.9852, 0.0108, -0.0081, 0.0152
Si, 2.4675, -4.3474, 32.0337, 0.0079, -0.0037, 0.0228
Si, -1.137, -0.9828, 32.0148, -0.0031, -0.006, 0.0204
Si, 1.6582, -8.9804, 31.7426, 0.0037, 0.0166, 0.0275
Si, -6.0936, -6.5139, 31.8236, -0.0129, 0.0072, 0.023
Si, -2.4975, -4.3477, 31.7285, -0.0119, 0.0161, 0.0242
Si, 4.7467, -1.1274, 31.7744, 0.0175, -0.0138, 0.0315
Si, -3.4221, -9.7547, 31.6558, 0.008, -0.0138, 0.0241
Si, 0.7894, -5.3403, 33.3298, 0.0001, 0.0044, -0.0191
Si, 3.4351, -2.5366, 33.1408, -0.0044, -0.0038, -0.0143
Si, 0.5829, -10.6318, 33.0827, 0.0001, -0.0028, -0.0157
Si, 3.4261, -8.0141, 33.0872, -0.0053, 0.0038, -0.0207
Si, -4.436, -5.28, 32.9525, -0.0026, -0.0022, -0.0131
Si, -1.8421, -2.7224, 33.3805, -0.0017, 0.0012, -0.014
Si, 5.998, 0.2444, 33.2291, -0.0076, -0.0015, -0.0158
Si, -2.0651, -8.1698, 33.0186, -0.0023, 0.0063, -0.0073
Si, -0.4566, -3.9414, 34.7272, -0.0087, 0.0046, 0.0045
Si, 2.0342, -1.1532, 34.4267, 0.0008, 0.002, 0.0075
Si, -0.6662, -9.3184, 34.5338, 0.0157, 0.0082, 0.01
Si, 2.1914, -6.6759, 34.5975, -0.0071, -0.0086, 0.0017
Si, 4.9988, -3.8782, 34.3721, -0.0031, 0.0081, -0.0036
Si, 7.4854, -1.233, 34.4879, 0.0062, -0.0017, 0.0067
Si, 4.7263, 1.5948, 34.5703, 0.0065, -0.0012, 0.0025
Si, -3.3017, -6.7045, 34.4306, -0.0026, 0.0037, 0.009
Si, -1.94, -5.3514, 35.8706, 0.0014, 0.0057, 0.0199
Si, 0.8445, -2.4892, 35.9587, -0.0102, -0.0098, 0.017
Si, -1.9914, 0.1459, 35.8308, -0.0064, -0.0155, 0.0236
Si, 0.7527, -8.0019, 35.8961, -0.0032, 0.0118, 0.0151
Si, 3.6018, -5.2243, 35.7988, 0.0055, -0.0012, 0.023
Si, 6.205, -2.5625, 35.8867, -0.0128, -0.017, 0.0175
Si, 3.4099, 0.161, 35.8558, 0.0065, -0.0018, 0.0284
Si, 6.1902, -7.9602, 35.8549, -0.0039, -0.0005, 0.0155
Si, 1.3974, -1.262, 9.6197, -0.0011, -0.0134, -0.0168
Si, 4.0954, 1.3433, 9.6229, 0.0058, 0.0034, -0.0168
Si, 1.3854, 4.0721, 9.6176, 0.0028, 0.0138, -0.0193
Si, 4.1617, -4.0491, 9.6485, 0.0028, 0.013, -0.0191
Si, 6.8163, -1.3895, 9.7176, -0.0051, -0.0036, -0.0258
Si, -1.3182, 1.3251, 9.6744, 0.0089, -0.0064, -0.0219
Si, 6.8461, 4.1009, 9.6209, -0.0027, 0.0143, -0.0194
Si, -1.4377, 6.839, 9.5771, 0.017, -0.0023, -0.0091
Si, 2.7671, 0.0508, 11.07, -0.0107, 0.003, -0.0121
Si, 5.5103, 2.6778, 10.9167, -0.0105, 0.0089, 0.0024
Si, 2.782, 5.4586, 10.9072, 0.0014, -0.0066, -0.0108
Si, 5.4749, -2.7315, 11.1425, 0.004, -0.0124, -0.0071
Si, -2.6988, -0.0232, 11.0701, 0.0046, -0.0028, -0.0134
Si, 0.0754, 2.6865, 10.9901, -0.001, -0.0011, -0.0163
Si, 8.1357, 5.5089, 11.0028, 0.0002, -0.006, -0.0047
Si, -0.1046, -2.5822, 10.8078, 0.0041, -0.0065, -0.004
Si, 1.3883, 1.4028, 12.4814, 0.0063, -0.0053, 0.0093
Si, 4.1404, 4.0321, 12.2169, 0.0011, -0.0039, 0.0159
Si, 1.3822, -3.8831, 11.9497, -0.0012, 0.0051, 0.0174
Si, 4.184, -1.2682, 12.4829, -0.0013, 0.0029, 0.007
Si, -4.0237, 1.3841, 12.3976, -0.0066, 0.0078, 0.0108
Si, -1.2675, 4.132, 12.1978, 0.0048, 0.011, 0.0086
Si, 6.7762, -4.1247, 12.5685, 0.0041, -0.0046, 0.0103
Si, -1.3623, -1.3805, 12.4537, 0.0101, -0.0055, 0.0131
Si, 0.2102, -0.1879, 13.7633, -0.0032, -0.0045, 0.022
Si, 3.0865, 2.5353, 13.6705, 0.0054, 0.0073, 0.0191
Si, -0.0041, -5.1371, 13.2785, 0.0046, 0.0076, 0.0193
Si, 2.4091, -2.3974, 13.449, -0.0035, -0.0184, 0.0112
Si, 5.3427, 0.3072, 13.8816, 0.0037, 0.0071, 0.0261
Si, -2.7871, 3.0227, 13.5465, 0.0105, -0.0019, 0.0178
Si, 5.6589, 4.9881, 13.7161, -0.0071, -0.0085, 0.0119
Si, -2.3562, -3.1053, 13.789, 0.0056, -0.0084, 0.0296
Si, 1.1528, -0.3063, 27.0909, 0.002, 0.0047, 0.0438
Si, 5.0689, -5.4689, 21.0406, -0.0124, 0.0007, 0.0435
Si, 7.6799, -4.458, 27.2217, 0.0026, -0.001, 0.0396
Si, 2.1408, -8.2661, 28.9438, -0.0046, -0.0151, 0.0394
Si, 0.2361, -7.387, 27.1546, -0.0015, -0.001, 0.0417
Si, 5.0939, -3.4874, 24.6738, -0.0001, -0.0073, 0.0464
Si, 2.3561, -1.0367, 19.106, 0.0014, -0.004, 0.0391
Si, -3.916, 3.6772, 22.4553, -0.0051, -0.0001, 0.0382
Si, 2.7841, -0.1074, 29.4748, -0.0016, -0.0023, 0.0216
Si, -1.8179, -6.0073, 29.258, 0.0035, -0.0049, 0.043
Si, 0.3118, -9.1006, 24.8356, 0.0026, -0.0013, 0.0352
Si, 6.7841, -0.1171, 16.754, -0.0026, -0.0085, 0.0556
Si, 0.15, -1.519, 29.248, 0.0047, 0.0028, 0.0397
Si, -1.4416, 1.4297, 15.9082, -0.0012, 0.0025, 0.0513
Si, 3.6302, 4.3514, 15.9878, -0.0016, 0.0035, 0.0562
Si, 7.355, -1.783, 30.6452, 0.0096, -0.0021, 0.0375
Si, 4.0341, -0.0293, 26.6372, 0.0015, -0.0016, 0.0384
Si, -6.2282, -4.0421, 27.6003, -0.0387, 0.0071, 0.0404
Si, 0.4187, -2.4789, 23.0955, -0.0094, -0.0008, 0.0392
Si, 2.4725, -6.8221, 25.092, 0.0024, -0.0025, 0.0416
Si, -1.3497, -3.9737, 25.1409, 0.0013, -0.0035, 0.0489
Si, 1.7177, 5.4772, 18.0361, -0.0098, 0.004, 0.0421
Si, -1.4593, -1.9728, 19.4469, -0.0064, 0.0071, 0.0423
Si, -2.5344, 3.6226, 19.8645, 0.0021, -0.0109, 0.04
Si, -1.5306, -0.0885, 23.0834, 0.0175, 0.0052, 0.0363
Si, 2.8112, -4.4322, 22.8323, 0.0042, -0.0053, 0.0481
Si, 0.4488, 8.034, 17.6654, 0.0014, 0.0053, 0.0436
Si, 0.6115, -3.2987, 27.2358, -0.0002, 0, 0.0403
Si, 5.1514, -1.5097, 28.9012, -0.0053, 0.0057, 0.0312
Si, 4.586, 2.7844, 26.9355, 0.0069, -0.0043, 0.0409
Si, 2.3809, -5.6932, 27.9355, -0.0063, 0.0065, 0.0231
Si, -4.2231, -2.7261, 20.6396, 0.001, 0.0003, 0.0407
Si, -3.5112, -5.7544, 24.8345, 0.0044, 0.0072, 0.0339
Si, 5.2909, 1.1847, 22.0652, -0.0009, 0.0083, 0.04
Si, -0.0708, 3.23, 18.1801, 0.0138, 0.0042, 0.0481
Si, 1.8038, -4.3827, 15.4519, -0.0069, -0.0033, 0.0466
Si, -1.8505, 0.8772, 20.3518, -0.0023, -0.0031, 0.0369
Si, 2.0589, -0.5285, 24.5036, 0.0019, 0.0034, 0.046
Si, 5.1946, -0.2067, 19.2646, -0.004, -0.003, 0.0557
Si, 4.243, 4.4206, 18.5939, 0.0045, -0.0009, 0.0467
Si, 6.4334, -7.8026, 29.4307, -0.0038, 0.0015, 0.0417
Si, 1.248, 7.6428, 20.3829, 0.0037, 0.0035, 0.0566
Si, -2.7064, -2.8, 16.9819, 0.0059, -0.003, 0.078
Si, 2.4811, -8.9848, 22.8996, -0.0151, -0.0035, 0.0416
Si, 1.1335, -9.2763, 20.2535, 0.0022, -0.001, 0.043
Si, 2.5342, -3.0888, 29.3156, -0.0041, -0.0036, 0.0339
Si, -4.2872, -4.9607, 18.6864, -0.003, -0.0025, 0.0418
Si, 6.662, -1.3215, 23.417, -0.004, 0.0005, 0.0437
Si, -0.5719, -6.6396, 37.265, -0.0154, 0.004, 0.1819
Si, 2.2425, -3.8821, 37.2218, -0.0218, 0.0011, 0.1809
Si, -0.5977, -1.1487, 37.2294, 0.0281, -0.0197, 0.1835
Si, 2.0886, 1.5189, 37.2388, 0.031, -0.0231, 0.189
Si, 4.8824, -6.5852, 37.2254, 0.0146, -0.0186, 0.1696
Si, -3.2939, -3.9283, 37.2021, 0.0222, -0.0112, 0.1665
Si, 4.8285, -1.1866, 37.2082, -0.0018, 0.0227, 0.1736
Si, 7.5697, 1.5409, 37.1921, -0.0383, 0.0487, 0.1844
Si, 0.8224, -5.241, 38.5536, -0.0086, -0.0217, 0.2373
Si, 3.5409, -2.5347, 38.6296, -0.0287, 0.0046, 0.3562
Si, 0.7504, 0.1915, 38.6207, 0.0002, 0.0274, 0.3888
Si, 3.4837, -7.9738, 38.5289, 0.0704, 0.0359, 0.2946
Si, -4.6478, -5.2451, 38.5966, 0.0002, -0.0976, 0.3489
Si, -1.9374, -2.5377, 38.543, -0.0031, -0.1285, 0.3837
Si, 6.2146, 0.1824, 38.5471, -0.0814, 0.0704, 0.2502
Si, -1.9471, -8.0049, 38.5912, 0.0208, 0.027, 0.2492
Si, 1.387, 1.3852, 6.8845, -0.1246, 0.0261, -0.3874
Si, 4.0909, 4.0875, 6.9417, 0.0678, 0.0611, -0.3758
Si, 1.3499, 6.8043, 6.9844, 0.0546, 0.0018, -0.2538
Si, 4.0958, -1.3737, 6.924, 0.0248, -0.0195, -0.2313
Si, 6.8352, 1.3444, 6.988, -0.0494, -0.0742, -0.2184
Si, -1.361, 4.0631, 6.9078, 0.0779, -0.0163, -0.2001
Si, 6.7929, -4.0766, 6.8757, 0.0059, 0.0174, -0.3745
Si, -1.35, -1.3626, 6.9339, -0.0358, 0.0761, -0.3396
Si, 0.0351, 0.0357, 8.2411, -0.0235, 0.0259, -0.1943
Si, 2.7426, 2.7156, 8.2698, 0.0101, -0.0095, -0.1891
Si, -0.0298, 5.4308, 8.2995, -0.0057, 0.0019, -0.1669
Si, 2.7391, -2.7037, 8.3156, 0.0099, -0.0202, -0.1712
Si, 5.4581, -0.0455, 8.3163, -0.0056, 0.0087, -0.1808
Si, 8.217, 2.7115, 8.3175, -0.0062, 0.0079, -0.1882
Si, 5.476, 5.4618, 8.2674, 0.0074, -0.0179, -0.1764
Si, 8.1182, -2.7016, 8.2433, 0.0002, 0.0074, -0.1966
O, 8.8634, -5.235, 24.4034, -0.0004, 0.0012, -0.0087
O, -1.205, -4.2362, 13.8909, 0.0025, -0.0013, -0.0184
O, 4.174, 1.4092, 14.1632, -0.0007, -0.0034, -0.0159
O, 5.9246, -0.1321, 15.3581, -0.0165, 0.0013, -0.0536
N, -2.6508, -11.3006, 31.3045, 0.0044, 0.0109, -0.0202
O, 0.5621, -7.785, 31.3281, 0.0031, -0.0042, -0.0033
O, -2.7438, -0.8164, 23.9132, 0.001, 0.0018, -0.0047
N, 1.6083, -6.4719, 26.5748, 0.0031, 0.0024, -0.0303
O, 2.5323, 8.6195, 20.1465, 0.0039, 0.004, -0.019
O, 4.8201, 5.0479, 15.1213, 0.0181, 0.0073, -0.0343
O, 8.281, -2.8236, 15.3733, 0.0015, 0.0004, -0.0513
O, 3.7984, -0.6154, 18.5522, 0.0042, -0.0033, -0.0188
O, -0.3895, -2.8044, 28.4233, 0.0063, -0.0077, -0.0181
O, 3.6793, -5.3531, 31.6039, -0.0018, 0.0032, -0.0073
N, 2.2226, -9.4868, 30.1683, -0.0016, -0.0042, -0.029
O, 5.138, -0.919, 27.3952, -0.0099, 0.0082, -0.023
O, -0.081, -4.2327, 26.122, -0.0122, 0.0018, -0.0211
O, 7.8477, -7.0444, 29.3675, 0.0056, -0.0017, -0.0154
N, 0.9766, 0.3683, 25.5425, 0.0038, 0.0028, -0.0321
O, -9.5505, 9.3913, 17.9169, -0.0016, -0.008, -0.0235
O, -3.9549, 4.0281, 14.0937, 0.007, -0.0038, -0.0153
N, 1.066, 6.8488, 18.8194, -0.0003, -0.0082, -0.0332
N, 2.7177, 0.0952, 27.741, -0.0015, -0.0043, -0.0286
O, 2.0215, -6.6453, 29.24, -0.0007, 0, -0.0213
O, -0.8038, -3.1153, 23.9225, 0.0091, 0.0099, -0.0259
O, -2.3036, -4.6801, 28.5069, -0.0077, 0.011, -0.0228
O, 6.5173, 2.2078, 22.0648, -0.0002, -0.0001, -0.007
O, 1.3538, -1.3162, 14.1145, 0.0015, 0.0011, -0.0053
O, 1.0036, 5.4404, 14.5248, -0.0109, -0.0133, -0.0318
O, -0.0056, -0.2227, 28.2547, 0.0049, -0.0021, -0.023
O, 5.9384, 8.7847, 24.6282, 0.0076, 0.0063, -0.0213
O, 2.8326, -3.4262, 14.6487, 0.0118, 0.0147, -0.0255
O, 0.522, 4.5311, 17.4719, 0.0049, 0.0021, -0.0117
O, -2.8015, 2.0162, 19.709, -0.0072, -0.0019, -0.0176
N, 4.1956, -2.966, 28.8604, 0.0004, -0.0086, -0.0207
O, 5.8245, 4.7973, 22.3012, -0.0055, 0.0087, -0.0269
O, 5.1782, -5.2767, 17.9861, -0.0086, 0.0002, -0.0186
N, 1.3456, -3.6469, 22.1019, 0.0002, 0.0039, -0.0398
O, -0.5178, -1.5936, 30.6634, 0.0048, -0.0006, -0.0301
O, 4.9208, 4.1163, 20.0334, -0.0126, -0.0028, -0.0351
O, -1.0335, 3.8338, 19.333, 0.0073, -0.0003, -0.0178
O, -4.7229, -4.7095, 24.5378, 0.0002, -0.0007, -0.0072
O, 3.586, 5.8902, 21.5111, 0.0133, -0.0052, -0.0243
O, 2.5132, -5.592, 23.9775, 0.0049, 0.0178, -0.0296
O, 8.3797, -3.422, 26.1616, 0.0062, 0.0038, -0.0239
O, -0.3383, 9.7884, 22.6132, -0.0068, 0.0014, -0.0075
O, -1.7319, -0.3822, 19.3594, 0.0095, -0.0074, -0.0245
O, 5.9151, -7.8813, 27.8809, -0.0138, -0.0029, -0.0258
N, -4.8118, -4.291, 20.2293, 0.0013, 0.0008, -0.0293
O, 2.7387, 4.7904, 19.0716, -0.0023, 0.007, -0.014
O, 0.8552, -8.6192, 28.0193, -0.0063, 0.0018, -0.0177
O, 8.1177, -3.2027, 30.5855, -0.0065, 0.0049, -0.0076
O, -6.5912, -3.6158, 26.0809, 0.0091, -0.0006, -0.0382
O, -0.1266, -2.3374, 20.3025, -0.0039, -0.0046, -0.0285
O, -0.4102, 0.402, 15.173, 0.0104, -0.0085, -0.0344
O, 1.7527, 0.1747, 19.9617, -0.0045, -0.0063, -0.0175
O, 6.7271, -2.4289, 22.2223, 0.0026, -0.0095, -0.0378
O, -3.7578, -1.6079, 17.2521, -0.0009, 0.0045, -0.0162
O, -0.4027, 1.4719, 20.697, 0.002, -0.0005, -0.0202
O, 4.005, 3.7293, 25.6916, -0.0062, 0.0078, -0.0254
O, 4.0872, -8.8882, 22.792, 0.0049, -0.0042, -0.0183
N, -1.2248, -2.5257, 17.8349, -0.0072, -0.0088, -0.0341
N, 4.3259, -0.5692, 30.1279, -0.0058, 0.0061, -0.0156
O, -0.7671, 2.2193, 17.1404, -0.0102, -0.0164, -0.0338
N, -1.4164, -5.5833, 30.915, -0.0068, -0.003, -0.018
O, 5.896, -1.5298, 19.8731, -0.0039, 0.0068, -0.0116
N, 1.869, -4.0809, 28.0386, -0.0021, -0.003, -0.0127
O, 1.1911, -1.9011, 26.6594, 0.0019, 0.0093, -0.0204
O, -2.3838, 0.353, 21.7735, -0.0002, 0.0101, -0.0285
O, 6.0254, -2.1445, 31.5195, 0.0008, -0.004, -0.0187
O, 0.6945, 7.428, 16.1979, 0.0125, -0.0019, -0.0304
O, -0.8163, -9.6745, 23.7823, -0.0122, -0.0123, -0.0213
O, 6.0194, 0.4994, 18.0498, 0.0053, 0.0013, -0.0368
O, 4.7605, -9.5404, 26.2176, -0.0027, -0.0015, -0.0119
N, 1.8341, -1.5479, 29.5816, 0.0032, 0.0035, -0.012
O, 1.9478, -3.908, 30.5785, 0.0077, 0.0053, -0.0275
O, -5.5609, -7.0384, 30.3593, 0.012, -0.0092, -0.0262
O, 3.4763, -0.6788, 25.2626, -0.0075, 0.0004, -0.022
O, -0.461, -8.1011, 25.8737, -0.0055, -0.0071, -0.0263
O, -3.4351, -5.8858, 26.4484, -0.0047, -0.0062, -0.0273
O, -4.1399, -1.4915, 29.1829, -0.0145, -0.0036, -0.016
O, -4.0945, -9.182, 30.2545, 0.0003, 0.008, -0.0125
O, 1.8931, 2.3578, 21.4626, -0.0034, 0.0016, -0.0383
O, 3.9564, -3.4852, 23.5132, -0.0131, -0.0054, -0.0297
O, -3.4114, -4.0993, 17.6502, 0.0049, 0.0121, -0.0273
O, 5.7095, -0.1104, 22.9269, -0.0021, 0.0104, -0.0145
O, -0.7046, -6.6104, 28.2232, 0.0106, -0.0105, -0.0216
O, -2.7279, 0.6538, 16.4653, 0.0088, 0.0032, -0.0177
O, 2.762, -7.5447, 15.052, 0.001, -0.0142, -0.0311
O, -2.6885, -2.7358, 20.1246, 0.009, 0.0064, -0.0258
O, 1.5983, -2.008, 24.0837, -0.0093, -0.0058, -0.0156
O, 6.2582, -3.9618, 27.7304, -0.0221, -0.0063, -0.0232
O, 3.485, 2.6173, 28.0819, 0.0061, 0.0065, -0.0246
O, 4.1244, 3.4617, 17.2863, -0.0016, -0.0024, -0.0349
O, 4.0166, -16.4065, 27.8742, -0.0056, 0.0003, -0.0116
O, 1.1635, 2.4579, 18.8853, -0.0038, 0.0089, -0.0272
O, -3.4844, -6.3551, 18.9406, -0.0014, 0.0036, -0.0146
O, -3.6196, -7.1526, 24.0448, 0.0014, -0.006, -0.0327
N, 1.7205, -8.1737, 24.2355, 0.0061, -0.0028, -0.0239
O, 8.2002, 4.0268, 21.4365, 0.0029, -0.0054, -0.0255
O, 2.1443, 0.3301, 23.1328, 0.0104, 0.0129, -0.027
O, 4.9362, 0.7909, 20.5245, 0.0001, -0.01, -0.0324
O, 8.9556, 2.5135, 14.8288, -0.0076, 0.0057, -0.0343
N, 2.6668, 5.6436, 16.6028, -0.0003, -0.0023, -0.039
H, 0.0058, -4.414, 39.486, 0.3268, -0.2155, -0.2819
H, 1.6343, -6.0726, 39.486, -0.314, 0.3525, -0.2338
H, 4.3627, -3.3565, 39.5621, -0.2659, 0.3912, -0.255
H, 2.7188, -1.7132, 39.5621, 0.201, -0.2741, -0.2931
H, -0.0595, 1.025, 39.5531, 0.3357, -0.3599, -0.2415
H, 1.5909, -0.6113, 39.5531, -0.3083, 0.1579, -0.3025
H, 4.3154, -8.7856, 39.4614, -0.2786, 0.2733, -0.2676
H, 2.6739, -7.1402, 39.4614, 0.3019, -0.366, -0.2476
H, -3.8239, -6.0648, 39.5291, -0.2845, 0.2933, -0.2665
H, -5.4669, -4.4206, 39.5291, 0.3326, -0.3072, -0.2871
H, -1.0935, -3.3368, 39.4754, -0.3111, 0.2664, -0.2482
H, -2.7581, -1.7147, 39.4754, 0.2362, -0.3359, -0.2658
H, 7.043, -0.6327, 39.4796, -0.311, 0.2505, -0.2832
H, 5.4037, 1.0151, 39.4796, 0.2594, -0.3128, -0.25
H, -1.1124, -8.8137, 39.5237, -0.4201, 0.2516, -0.279
H, -2.7488, -7.1635, 39.5237, 0.2184, -0.3349, -0.2938
H, 2.2036, 0.5582, 5.952, -0.2762, 0.27, 0.269
H, 0.5431, 2.1843, 5.952, 0.4104, -0.2235, 0.2294
H, 4.9131, 3.266, 6.0092, -0.2337, 0.2971, 0.2358
H, 3.2505, 4.8902, 6.0092, 0.3109, -0.2764, 0.2354
H, 2.1598, 5.9708, 6.0519, -0.2581, 0.3077, 0.2729
H, 0.5152, 7.613, 6.0519, 0.3525, -0.2694, 0.2731
H, 3.2839, -0.542, 5.9916, 0.2879, -0.2497, 0.3025
H, 4.9056, -2.2073, 5.9916, -0.3441, 0.3233, 0.2777
H, 7.6543, 0.5199, 6.0556, -0.3136, 0.3337, 0.2614
H, 6.0134, 2.1662, 6.0556, 0.2458, -0.2601, 0.2884
H, -2.1894, 4.8783, 5.9753, 0.2252, -0.2771, 0.3153
H, -0.5404, 3.2401, 5.9753, -0.2834, 0.3388, 0.2749
H, 7.6037, -4.9092, 5.9433, -0.1929, 0.3226, 0.2667
H, 5.9612, -3.2648, 5.9433, 0.297, -0.3863, 0.2284
H, -0.5483, -2.204, 6.0015, -0.3156, 0.2978, 0.2496
H, -2.1739, -0.5429, 6.0015, 0.3756, -0.2772, 0.204

Results
free energy: -148983.512 eV
free energy less fixed offsets of H -15.71, N -386.36, O -570.45, Si -639.56 eV per atom: -2.792 eV

The program warned: the cutoff lies below the one the program advises for these potential files; the forces do not sum to zero within the program's tolerance; empty levels may hold ghost states of the PAW files; the exchange-correlation potential is rough where the density is thin.
